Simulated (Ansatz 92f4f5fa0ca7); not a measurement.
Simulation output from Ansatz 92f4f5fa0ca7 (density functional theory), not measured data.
Periodic cell of 264 atoms, Si152O112, from a study of silicon, its oxide and their interface. The atomic structure is a simulated model.

Settings: functional r2SCAN; potential files Ansatz PAW; basis plane waves; wave-function cutoff 800 eV; density cutoff ratio 5; exchange-correlation grid ratio 1; k mesh 1 x 1 x 1, shifted by 0.5 0.5 0 of a step; self-consistency stop 1e-10 eV per atom in the density residual; occupations fixed; spin none; net charge 0.

Cell vectors (angstrom)
a	10.887	0	0
b	0	10.887	0
c	0	0	37.4889

Atoms: element, x, y, z (angstrom)
Si	0.4491	-0.0178	0.1439
Si	3.1978	2.5539	0.193
Si	-0.2583	5.4571	-0.0085
Si	2.4814	8.5334	0.1236
Si	5.2949	0.2711	0.0252
Si	7.8616	3.0678	0.2247
Si	5.7171	5.2957	0.0624
Si	8.5904	7.8664	-0.0473
Si	1.575	1.4399	1.5196
Si	4.2644	4.1254	1.5011
Si	1.3507	6.7716	1.2355
Si	4.1159	9.6167	1.3998
Si	6.7795	1.4061	1.4441
Si	9.4821	4.1346	1.5165
Si	6.9333	6.8512	1.3331
Si	9.6547	9.5662	1.2393
Si	0.0459	2.7454	2.7482
Si	2.838	0.0409	2.8791
Si	0.0488	8.1677	2.6851
Si	2.7433	5.4772	2.6732
Si	5.5151	2.7434	2.9
Si	8.2279	-0.0132	2.6459
Si	5.5045	8.1942	2.663
Si	8.1685	5.5109	2.8478
Si	1.3885	4.1299	4.0824
Si	4.1367	1.4024	4.2271
Si	1.4104	9.5077	4.0919
Si	4.1232	6.8256	4.0359
Si	6.8646	4.1089	4.2014
Si	9.5686	1.3383	4.0617
Si	6.848	9.547	4.0461
Si	9.5618	6.8754	4.1192
Si	0.0214	-0.0254	5.4399
Si	2.706	2.7534	5.4868
Si	0.0182	5.4698	5.4495
Si	2.7683	8.1565	5.4444
Si	5.5041	-0.0099	5.4738
Si	8.2245	2.6956	5.4755
Si	5.432	5.458	5.4654
Si	8.1648	8.1935	5.4606
Si	1.3513	1.3557	6.8164
Si	4.0742	4.0962	6.8283
Si	1.3843	6.8072	6.8031
Si	4.1123	9.5249	6.8116
Si	6.8341	1.3467	6.8296
Si	9.5577	4.0824	6.8153
Si	6.8013	6.8093	6.8147
Si	9.5313	9.5307	6.8154
Si	-0.0087	2.7084	8.1837
Si	2.7202	-0.0155	8.1637
Si	-0.0109	8.1389	8.1561
Si	2.7017	5.4327	8.173
Si	5.423	2.694	8.1579
Si	8.1699	-0.0181	8.182
Si	5.436	8.1512	8.1795
Si	8.1497	5.4139	8.1649
Si	1.3496	4.0679	9.5309
Si	4.0578	1.3491	9.5422
Si	1.3326	9.509	9.5051
Si	4.04	6.7984	9.5131
Si	6.7689	4.0429	9.5156
Si	9.4873	1.3632	9.5291
Si	6.8223	9.4831	9.5264
Si	9.5252	6.7581	9.5264
Si	-0.0489	-0.0188	10.8431
Si	2.6644	2.7085	10.9125
Si	-0.0224	5.3843	10.9109
Si	2.6386	8.1115	10.8763
Si	5.4428	-0.0476	10.8464
Si	8.1106	2.6904	10.9094
Si	5.3777	5.4057	10.833
Si	8.1675	8.101	10.8985
Si	1.2337	1.3505	12.2303
Si	4.0067	4.1146	12.2461
Si	1.2863	6.7577	12.3052
Si	4.0487	9.4702	12.1371
Si	6.7709	1.2828	12.2593
Si	9.4917	4.0287	12.2732
Si	6.7724	6.6866	12.1879
Si	9.5457	9.484	12.2311
Si	-0.1735	2.6082	13.7112
Si	2.6535	-0.045	13.416
Si	-0.056	8.1405	13.6796
Si	2.6209	5.4097	13.7049
Si	5.3712	2.7091	13.5093
Si	8.1635	-0.1173	13.6081
Si	5.3604	8.0334	13.4517
Si	8.1193	5.372	13.6163
Si	1.1574	4.0359	15.0338
Si	3.8784	1.4088	14.7388
Si	1.4836	9.4835	14.9006
Si	4.0804	6.7906	14.9865
Si	6.838	3.8518	14.9222
Si	9.4007	1.1468	15.1835
Si	6.6772	9.3995	14.7843
Si	9.2438	6.9376	15.0166
Si	0.3071	0.0169	16.2977
Si	2.3358	2.3865	16.2328
Si	-0.156	5.6487	16.1857
Si	3.2404	8.6436	16.2949
Si	5.2907	-0.0089	15.8492
Si	7.576	2.0843	16.4528
Si	5.6615	5.4325	16.0899
Si	7.4758	7.9447	16.4779
Si	-1.4211	15.2808	21.1259
Si	2.1111	6.4269	33.628
Si	-27.3979	18.8638	31.6472
Si	-11.7571	2.0874	32.7276
Si	1.9106	6.7673	17.8577
Si	-8.7681	-3.9962	23.303
Si	-4.4712	2.8404	29.7503
Si	16.5777	0.6445	20.4269
Si	-2.3133	-0.5673	24.847
Si	-17.9273	8.7527	24.9479
Si	-9.3647	8.5859	30.2249
Si	21.177	-15.4868	18.9213
Si	-6.0465	11.065	23.1813
Si	3.82	13.09	24.8996
Si	-13.2708	9.3393	22.0679
Si	-6.4102	4.8242	23.3045
Si	-21.4767	-13.2666	21.6578
Si	-0.2372	10.9401	22.8572
Si	14.6258	-6.6109	18.0757
Si	-9.7077	6.0836	26.097
Si	-5.6142	19.8305	28.6872
Si	-19.7185	12.765	32.9607
Si	-7.3943	10.2953	32.0683
Si	7.8248	-2.69	26.8786
Si	-12.0887	12.4738	35.615
Si	9.6885	4.496	26.2634
Si	-0.6847	-1.6058	18.8604
Si	1.3591	3.3157	25.6633
Si	-24.9999	2.6513	19.5977
Si	-25.2951	9.5508	19.2795
Si	-7.1752	3.1796	30.5589
Si	-4.0424	26.4726	27.6026
Si	15.9296	3.5112	20.4909
Si	-2.43	6.5204	29.1829
Si	-15.164	12.5934	24.7486
Si	4.7012	22.5221	29.6297
Si	-2.4256	3.8256	23.7245
Si	-23.8564	-6.5996	30.9174
Si	-18.778	16.8806	30.874
Si	5.8959	-4.4548	25.3691
Si	8.7893	-0.3588	33.6359
Si	-11.1732	8.1943	32.592
Si	0.1345	13.7562	22.9434
Si	-9.364	-6.946	35.4322
Si	-15.0426	-1.5733	35.3259
Si	7.991	6.8652	31.9314
Si	-19.1397	8.4677	27.5607
Si	-17.3968	18.1168	35.4329
O	0.103	-13.3472	-6.4812
O	-1.4691	5.2932	-7.7426
O	-2.2969	2.3755	-1.0459
O	2.3566	-1.2714	-6.35
O	-2.9613	8.5457	-1.3815
O	-9.869	7.6341	-4.0843
O	-8.0583	11.3141	-4.3298
O	-0.3161	5.7918	-10.842
O	-10.3058	23.1652	-14.997
O	2.2023	-5.2535	-5.2611
O	-1.2754	6.6571	-0.5711
O	6.0838	10.5271	-1.2858
O	-5.914	-0.2171	-15.8758
O	-20.1346	9.1393	-8.812
O	-22.6495	2.4923	-3.187
O	-14.6313	3.196	-13.0892
O	-0.7848	5.2478	17.6725
O	-5.8817	4.0253	22.0026
O	-3.1591	0.7282	25.36
O	-5.7413	-17.2508	17.3429
O	-9.6057	23.0278	16.7524
O	-1.1724	7.7521	18.5076
O	-13.4162	15.16	27.136
O	4.4315	9.0562	32.5488
O	1.248	18.1324	21.9737
O	10.0543	10.8093	24.3703
O	5.2362	12.6861	25.6246
O	7.8987	2.4478	18.0049
O	6.7103	6.5256	16.6873
O	3.0934	2.8861	17.5867
O	18.1225	-2.3073	17.9786
O	4.3101	9.8305	16.6808
O	-9.118	2.7939	34.2702
O	-12.2663	-8.2798	23.4888
O	9.5918	5.7399	20.2495
O	3.9195	-6.567	19.6643
O	-2.5557	15.4617	22.2868
O	-2.2191	-1.5415	26.1224
O	12.0208	-7.4553	24.0534
O	2.8974	19.1112	23.7631
O	1.0037	-4.3783	19.1629
O	-4.8761	10.4598	19.2327
O	13.6896	5.4744	17.6038
O	-3.0059	5.2461	31.8458
O	1.8742	7.1746	26.9977
O	10.7305	3.2107	26.2963
O	13.6541	8.1252	17.794
O	-13.8672	14.0644	30.1864
O	-10.5795	-1.797	20.1247
O	6.3538	11.8748	16.6324
O	-16.085	5.7449	23.9015
O	-6.1827	12.8135	20.2437
O	-1.0666	3.4214	31.8177
O	4.8201	-11.9494	24.2173
O	0.0648	-0.9028	17.6253
O	-2.6745	-3.4052	30.4393
O	-1.726	4.8259	24.7608
O	-7.261	1.1715	23.6355
O	7.1772	1.3621	20.4822
O	-12.7039	11.0763	35.1171
O	-16.2059	8.2372	35.0624
O	-26.9968	-2.2139	30.224
O	-7.65	18.8375	36.3001
O	-7.2252	12.8894	29.4047
O	-12.1462	19.0373	22.0239
O	-25.2156	-1.8389	20.8559
O	-10.0926	-1.1639	22.6013
O	11.8308	-4.0522	16.5511
O	-12.9286	-3.4433	27.9044
O	-5.025	5.2202	26.4362
O	12.019	17.3687	24.5201
O	12.8884	15.578	26.2101
O	-23.3111	7.1653	32.7487
O	-28.0515	10.4341	28.5647
O	-3.5477	-1.0666	33.8708
O	-10.8711	3.9884	21.7732
O	-9.22	-5.4987	34.7481
O	4.0132	14.6	24.3669
O	9.0687	-7.7214	20.162
O	-27.9617	7.5014	25.5182
O	-18.849	2.7319	31.8893
O	-19.647	7.0884	30.0746
O	-1.5145	10.7168	21.8522
O	5.3159	-7.5049	30.8213
O	-12.9115	-0.7065	19.0712
O	-7.8711	-1.5364	26.2201
O	-4.332	8.7904	27.705
O	-8.3917	2.164	25.8512
O	-5.9089	-4.9487	36.2179
O	-6.6977	12.2879	37.0192
O	-15.1778	7.4918	32.4368
O	-21.6811	1.1031	36.4537
O	-14.488	18.0964	25.687
O	-18.6311	15.4976	30.0424
O	-4.761	-18.3294	28.2712
O	-3.0031	9.5157	23.5688
O	-18.1639	-4.0125	34.0441
O	0.596	1.511	32.3429
O	-4.3765	-7.1124	19.8472
O	-6.8424	7.9932	28.2255
O	-2.0091	0.9113	32.5851
O	1.4377	9.6852	37.0444
O	-15.5358	23.0275	29.5751
O	-18.5784	16.6284	22.9329
O	-4.0822	4.1561	37.064
O	4.4533	0.2998	31.1458
O	-11.756	9.5627	33.2084
O	0.187	15.1799	36.3479
O	-6.4669	6.6536	31.2497
O	-14.7377	16.7338	28.7316
O	-15.5721	1.0463	23.3312
O	-8.2302	14.4119	36.4856

Results
free energy: -161100.601 eV
free energy less fixed offsets of O -570.45, Si -639.56 eV per atom: 2.919 eV

Forces (eV/angstrom), in the order of the atoms: element, x, y, z
Si	-0.0076	0.0278	-0.1039
Si	-0.0163	0.0258	-0.1034
Si	0.0128	-0.0326	-0.1067
Si	0.0199	-0.0162	-0.1109
Si	0.0217	-0.0197	-0.1102
Si	0.0227	-0.0199	-0.1009
Si	-0.0244	0.019	-0.1091
Si	-0.0169	0.0167	-0.1221
Si	0.001	0.0001	0.0056
Si	0.0011	0.0004	0.0057
Si	-0.0036	0	0.007
Si	-0.0005	0.0017	0.0054
Si	-0.0025	0	0.0054
Si	0.0014	0.0006	0.0066
Si	0.0025	-0.0021	0.0107
Si	0.0029	-0.0028	0.0068
Si	0	0.0001	-0.0005
Si	-0.0007	-0.0017	-0.0018
Si	-0.0007	-0.0014	-0.0008
Si	-0.001	0.0019	-0.0035
Si	-0.0004	-0.0022	0.0003
Si	0.0008	-0.0017	0.0007
Si	0.0004	-0.0005	-0.0025
Si	-0.0017	0.0008	0.0005
Si	0.0008	-0.001	-0.0018
Si	0.0013	0.0008	0.003
Si	-0.0028	-0.0019	-0.0014
Si	-0.001	-0.0008	0.0027
Si	-0.0001	0	-0.0001
Si	-0.0017	-0.0006	0.0008
Si	0.0004	-0.0013	0.0027
Si	0.0017	-0.0003	0.0025
Si	0.0003	-0.0004	0.0022
Si	-0.0012	0.001	-0.0016
Si	-0.0009	-0.0008	0.0021
Si	-0.0002	-0.0022	0.0015
Si	-0.0001	-0.0027	-0.0007
Si	0.0005	-0.0014	-0.0006
Si	-0.0001	-0.0004	0.0004
Si	-0.0008	-0.0004	0.0008
Si	0.0007	-0.0028	-0.0002
Si	0.0016	-0.001	0.0006
Si	0.0001	-0.0021	-0.0008
Si	-0.0006	-0.0023	-0.0003
Si	0.0003	-0.001	0.0008
Si	-0.0004	-0.0019	-0.0002
Si	0	-0.0023	-0.0003
Si	0.0005	-0.0021	-0.0004
Si	0	-0.0015	0.0011
Si	0.0004	-0.0011	0.0016
Si	0.0001	-0.0012	0.0021
Si	-0.0005	-0.0023	0.0012
Si	-0.0002	-0.001	0.0021
Si	0	-0.0018	0.0008
Si	0.0007	-0.0018	0.0006
Si	0.0004	-0.0009	0.0025
Si	0.0003	-0.0021	0.0005
Si	-0.0001	-0.002	0.0014
Si	-0.0001	-0.0019	0.0008
Si	0.0001	-0.0025	0.0007
Si	-0.0001	0.0005	0.0007
Si	-0.0006	-0.0016	0.0008
Si	0.0004	-0.0002	0.0005
Si	0.0002	0.0008	0.0011
Si	-0.0002	-0.0022	0.0006
Si	0	-0.0024	0.0014
Si	-0.0001	0.0005	0.0009
Si	-0.0002	0.0002	0.0012
Si	0.0002	0.0006	0.0002
Si	0.0012	-0.0005	0.0005
Si	0.0005	-0.0008	0.0008
Si	-0.0004	-0.0004	0.0025
Si	-0.0019	-0.0033	-0.0004
Si	0.0016	0.0017	-0.001
Si	0.0004	-0.0018	-0.0009
Si	-0.0001	0.0003	0.001
Si	-0.0012	-0.0009	-0.0001
Si	-0.0002	-0.0006	-0.0005
Si	-0.002	-0.0021	-0.0011
Si	0.0019	0.0022	0.0007
Si	0.0022	-0.0008	0.001
Si	0.0011	0.0013	0.0005
Si	-0.0012	0.0009	-0.0037
Si	0.0001	0.0018	-0.0017
Si	0.0018	-0.0054	-0.0008
Si	-0.0003	-0.0009	0.0002
Si	0.0013	-0.0021	-0.0009
Si	-0.0033	-0.0017	0.0009
Si	0.0001	-0.0023	0.0057
Si	-0.0012	0.0024	0.0067
Si	0.0017	0.0034	0.0028
Si	-0.0009	-0.0007	0.0033
Si	-0.0008	0.0021	0.0045
Si	-0.0013	-0.0013	0.0065
Si	-0.0026	0.0035	0.0047
Si	0.0039	-0.0032	0.0011
Si	0.0103	0.0362	-0.1147
Si	-0.0155	-0.0116	-0.0932
Si	0.0042	-0.0127	-0.1185
Si	0.0106	0.0099	-0.0964
Si	-0.0122	-0.0039	-0.06
Si	-0.0083	-0.0153	-0.1511
Si	0.0095	0.0191	-0.083
Si	0.0052	-0.0301	-0.1399
Si	-0.0107	0.0352	-0.2929
Si	-0.0423	0.028	-0.2907
Si	0.0124	0.011	-0.2723
Si	0.0072	0.0527	-0.2799
Si	0.0378	0.0287	-0.1777
Si	-0.0255	0.0028	-0.269
Si	-0.0079	0.0183	-0.2551
Si	0.0602	0.0216	-0.2433
Si	0.0215	0.0382	-0.2844
Si	0.0273	0.0158	-0.2817
Si	0.0458	0.0094	-0.3
Si	0.0366	-0.0023	-0.2505
Si	0.0266	0.0068	-0.2751
Si	0.0155	0.0042	-0.2031
Si	-0.0178	-0.0346	-0.2776
Si	0.0009	-0.0571	-0.2711
Si	-0.0387	0.0301	-0.2686
Si	0.0046	-0.0377	-0.205
Si	-0.0083	-0.0094	-0.2396
Si	-0.0084	-0.0408	-0.2624
Si	0.015	-0.0392	-0.3103
Si	0.0795	-0.0472	-0.276
Si	0.0217	-0.0201	-0.2469
Si	0.0382	0.0513	-0.3096
Si	0	-0.0162	-0.2634
Si	0.0419	-0.0216	-0.2576
Si	0.0008	0.0161	-0.2624
Si	0.0073	-0.0332	-0.2334
Si	-0.0017	-0.0155	-0.2698
Si	0.0082	-0.0599	-0.2908
Si	0.0855	0.0017	-0.2362
Si	0.023	0.0143	-0.3068
Si	-0.0146	0.0078	-0.2828
Si	-0.0374	-0.0022	-0.3312
Si	0.0083	-0.0065	-0.2002
Si	0.0392	-0.0156	-0.2418
Si	0.0039	-0.0166	-0.2788
Si	-0.0639	0.0383	-0.2756
Si	0.0254	0.0214	-0.2637
Si	-0.0505	-0.0057	-0.2567
Si	0.06	-0.0153	-0.2448
Si	-0.0119	-0.0421	-0.247
Si	-0.0361	0.0033	-0.2363
Si	0.0217	-0.0031	-0.2936
Si	-0.0023	-0.0143	-0.2632
Si	-0.0131	-0.0328	-0.2495
Si	0.0071	-0.0452	-0.3498
Si	-0.0119	0.0208	-0.2649
O	-0.0501	-0.006	0.1618
O	0.012	-0.0428	0.1434
O	-0.0599	0.0496	0.1356
O	0.0345	0.0403	0.1303
O	0.0515	-0.0474	0.143
O	0.0441	-0.0308	0.1129
O	-0.0357	0.0454	0.1118
O	-0.016	0.0204	0.0887
O	0.0007	0.0182	0.0683
O	-0.037	0.0096	0.195
O	0.0032	-0.0029	0.0543
O	-0.0484	0.0561	0.1376
O	-0.0466	-0.0185	0.1925
O	-0.0476	0.0076	0.2048
O	-0.0072	-0.0134	0.2053
O	-0.0184	-0.0084	0.0868
O	-0.0173	0.0235	0.156
O	-0.0283	0.0692	0.2147
O	0.0018	-0.0087	0.0887
O	-0.0426	-0.0294	0.1156
O	-0.003	-0.0064	0.0445
O	0.0145	0.0107	0.0904
O	-0.0851	0.0156	0.138
O	-0.0082	0.006	0.1085
O	0.0623	-0.0378	0.1365
O	-0.0439	-0.0111	0.1309
O	-0.0059	0.005	0.1
O	-0.005	0.0216	0.2266
O	0.0042	0.01	0.0489
O	0.0386	0.0367	0.1089
O	0.0012	0.0695	0.1905
O	-0.0056	-0.0072	0.0483
O	-0.0295	0.0887	0.1965
O	-0.0212	0.0064	0.0937
O	-0.0303	-0.0646	0.1566
O	0.0489	-0.0279	0.1657
O	-0.0297	-0.0208	0.1795
O	-0.033	-0.0894	0.17
O	0.0436	0.0213	0.1658
O	0.0442	0.036	0.1273
O	-0.0346	-0.0058	0.0995
O	-0.0244	0.0393	0.1122
O	-0.0003	-0.0083	0.0768
O	-0.0066	0.0244	0.1088
O	0.0463	0.085	0.1561
O	-0.0309	0.0164	0.0907
O	-0.0283	-0.0304	0.0946
O	0.0645	0.0215	0.1198
O	0.0356	-0.0268	0.2076
O	0.0159	0.0116	0.0605
O	0.043	0.0579	0.1502
O	0.0008	-0.0172	0.0844
O	0.0516	-0.087	0.1439
O	-0.03	-0.0635	0.1261
O	-0.0385	-0.0643	0.1619
O	-0.0094	0.0179	0.1949
O	0.0343	0.0301	0.1736
O	-0.0129	0.0316	0.1055
O	-0.0209	-0.0221	0.0918
O	0.0167	0.0431	0.1472
O	0.0059	0.0028	0.104
O	-0.0014	-0.038	0.2167
O	-0.0461	0.0388	0.1435
O	-0.0129	0.0273	0.1056
O	-0.0096	0.0058	0.0942
O	0.0386	-0.0008	0.1848
O	0.0063	0.0337	0.0931
O	0.0198	0.0085	0.0965
O	0.0202	-0.0536	0.1704
O	0.0391	-0.0462	0.1645
O	-0.0275	-0.0242	0.1858
O	0.0016	0.0352	0.0833
O	0.0483	0.033	0.0997
O	-0.0046	0.0463	0.1156
O	-0.0396	-0.0151	0.1367
O	0.0376	-0.0476	0.1316
O	-0.0206	-0.0713	0.1459
O	-0.0173	-0.0384	0.1078
O	0.0426	0.0376	0.1235
O	0.0182	-0.0069	0.095
O	-0.0857	-0.0427	0.1745
O	0.0136	-0.038	0.1311
O	0.0267	0.0229	0.1
O	-0.0488	0.0125	0.0999
O	-0.0229	0.0055	0.0923
O	-0.0417	-0.0065	0.1944
O	-0.0884	0.0235	0.1586
O	-0.0243	0.0012	0.0882
O	0.0454	-0.0559	0.1337
O	0.0016	-0.001	0.0551
O	0.0049	0.0077	0.1041
O	0.042	-0.0476	0.1291
O	0.0276	0.027	0.1236
O	-0.0122	0.015	0.0963
O	-0.0154	-0.0603	0.1735
O	-0.0059	0.0295	0.1794
O	0.0546	0.0117	0.1577
O	-0.0192	0.0095	0.0942
O	-0.0269	0.003	0.0993
O	0.0433	0.0199	0.1343
O	-0.0059	-0.031	0.11
O	-0.0047	0.001	0.058
O	-0.0239	-0.0039	0.0826
O	-0.0044	0.0172	0.0866
O	-0.0005	-0.0003	0.0514
O	-0.048	-0.0389	0.1572
O	-0.0504	0.0613	0.0996
O	-0.0503	0.0509	0.1313
O	0.0008	0.0055	0.0947
O	0.0359	0.0414	0.1511
O	0.0136	0.0296	0.1264
O	0.0503	-0.0437	0.1432

The program warned: the cutoff lies below the one the program advises for these potential files; the forces do not sum to zero within the program's tolerance; empty levels may hold ghost states of the PAW files; the exchange-correlation potential is rough where the density is thin.
